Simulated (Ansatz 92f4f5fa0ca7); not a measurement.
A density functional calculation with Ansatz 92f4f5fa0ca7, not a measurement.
Periodic cell of 252 atoms, Si144O108, from a study of silicon, its oxide and their interface. The atomic structure is a simulated model.

Settings
functional: r2SCAN
potential files: Ansatz PAW
basis: plane waves
wave-function cutoff: 800 eV
density cutoff ratio: 5
exchange-correlation grid ratio: 1
k mesh: 1 x 1 x 1, shifted by 0.5 0.5 0 of a step
self-consistency stop: 1e-10 eV per atom in the density residual
occupations: fixed
spin: none
net charge: 0

Cell vectors (angstrom)
a	10.88	0	0
b	0	10.88	0
c	3.4875	-4.0869	36.027

Atoms and the computed forces on them: element, x, y, z (angstrom), force x, y, z (eV/angstrom)
Si	3.161	0.934	0.4003	-0.0103	-0.0108	0.1258
Si	5.8995	3.5249	0.0166	0.0294	-0.0004	0.1229
Si	2.2015	7.4372	0.1622	-0.0224	-0.0188	0.1668
Si	4.8079	-0.7916	0.2493	-0.016	0.0512	0.2386
Si	-0.0785	-1.0452	-1.9204	0.0497	-0.0319	0.08
Si	-0.4674	4.6078	0.0153	-0.0222	0.0143	0.0958
Si	8.6493	6.2707	0.1495	0.012	-0.0232	0.1384
Si	0.4573	-1.7987	0.2162	-0.0242	-0.023	0.1135
Si	4.1992	2.704	1.4671	-0.0435	-0.0266	-0.0619
Si	6.8437	5.3054	1.3232	0.0029	0.004	-0.0567
Si	3.9873	-2.6308	1.4505	0.0288	0.0396	-0.0753
Si	6.7176	0.069	1.3417	-0.0288	-0.0196	-0.0636
Si	-1.4447	2.7687	1.1928	0.0186	0.0254	-0.0575
Si	1.2889	5.5451	1.3019	-0.0279	-0.002	-0.0821
Si	9.5646	8.0729	1.3861	0.0117	-0.0059	-0.0513
Si	1.3835	-0.0754	1.518	-0.0106	0.0181	-0.0463
Si	2.7041	4.132	2.6032	0.0161	0.0096	0.0499
Si	5.4451	6.7779	2.5986	-0.0036	-0.0226	0.0435
Si	2.715	-1.3614	2.9523	0.0136	-0.0043	-0.0125
Si	5.481	1.3566	2.8852	-0.0154	0.007	-0.0158
Si	8.1778	4.0336	2.7788	-0.0135	-0.0247	-0.0581
Si	10.8822	6.7851	2.8432	0.012	-0.0006	-0.0511
Si	8.1332	9.5169	2.6004	0.0264	0.0154	0.0516
Si	-0.0623	1.4034	2.6063	-0.007	0.0072	0.0307
Si	1.3445	2.7445	3.9918	0.0102	-0.0142	0.0401
Si	4.0639	5.4623	3.9983	0.0152	-0.0108	-0.0064
Si	1.3413	8.1302	4.2001	0.0036	0.025	0.0405
Si	4.1038	0.0091	4.2181	-0.0106	0.0057	0.086
Si	6.8392	2.7195	4.1707	-0.0117	-0.0205	0.0279
Si	9.52	5.408	4.1473	0.0148	-0.0159	0.0384
Si	6.7963	8.1466	4.0054	-0.0096	0.0111	0.0235
Si	9.4854	0.0133	3.9858	0.0151	-0.0289	0.0155
Si	2.6827	1.4034	5.451	-0.0027	-0.0075	-0.0118
Si	5.4037	4.1072	5.3958	-0.0357	0.0212	0.0134
Si	2.7491	6.766	5.4629	0.0035	0.0126	-0.002
Si	5.4815	9.4793	5.4846	-0.018	0.0133	-0.0116
Si	8.1939	1.3298	5.4526	-0.0139	-0.0019	-0.0047
Si	0.0288	4.0537	5.4683	-0.005	0.0004	-0.0129
Si	8.138	6.8122	5.4389	-0.0055	0.0117	0.0076
Si	10.8275	9.5484	5.4117	0.01	0.0317	0.0002
Si	4.0718	2.7629	6.7932	0.0103	-0.0345	0.0078
Si	6.7442	5.445	6.7715	0.0446	-0.022	-0.0056
Si	4.08	8.132	6.8269	-0.0183	0.0331	-0.0019
Si	6.8396	-0.0018	6.8245	-0.0083	0.0157	-0.01
Si	-1.3424	2.6817	6.8153	0.0008	-0.0024	-0.015
Si	1.4012	5.4196	6.8299	-0.0226	0.026	-0.0026
Si	9.5095	8.1938	6.8	0.0149	-0.0312	-0.0032
Si	1.3182	-0.0037	6.7776	0.0155	-0.0259	0.03
Si	2.7393	4.0666	8.2154	-0.0143	0.0062	-0.0136
Si	5.4164	6.768	8.184	0.0144	0.0126	0.0048
Si	2.6915	9.52	8.1449	0.0024	0.0148	0.0088
Si	5.4607	1.4022	8.1371	0.0015	-0.0548	0.0034
Si	8.1122	4.0601	8.1006	-0.0024	0.0185	-0.0221
Si	0.0356	6.835	8.1375	-0.0009	-0.0075	-0.0204
Si	8.1956	-1.3274	8.2019	-0.0005	-0.0113	-0.0036
Si	-0.0147	1.3088	8.1829	-0.0195	0.0337	0.0014
Si	1.3504	2.6602	9.4906	-0.0336	0.0039	0.0074
Si	4.1002	5.4051	9.6019	-0.0309	-0.0092	0.038
Si	1.3701	8.1748	9.5923	-0.0135	0.0096	-0.0257
Si	4.0683	0.0419	9.4377	0.0078	0.0528	-0.0107
Si	6.8174	2.7243	9.5751	-0.0002	0.0142	-0.0116
Si	9.4856	5.4505	9.3711	0.0258	-0.0121	-0.0286
Si	6.7936	8.1724	9.4473	-0.0092	0.0333	-0.0243
Si	9.5369	0.0102	9.6393	-0.0238	-0.0358	-0.0011
Si	2.7296	1.3451	10.8687	0.0217	-0.0566	0.0065
Si	5.4932	4.082	10.9948	-0.0564	-0.0368	-0.0279
Si	2.7239	6.7667	10.9457	0.0368	0.0248	-0.0494
Si	5.4233	-1.3306	10.7431	-0.0027	-0.0366	-0.0266
Si	8.1543	1.375	11.0132	0.0203	-0.0231	-0.0311
Si	-0.1194	4.0156	10.685	0.0441	-0.0105	0.0301
Si	8.1947	6.8379	10.7357	-0.0331	0.012	0.0179
Si	0.0335	9.5416	11.0281	0.0454	0.0182	-0.032
Si	4.1408	2.6115	12.281	0.0981	-0.0158	-0.0593
Si	6.9245	5.5568	12.2064	0.0127	0.0085	0.0398
Si	4.1829	8.1839	12.1769	-0.0576	-0.0047	-0.0284
Si	6.7685	-0.1036	12.228	-0.0203	0.0894	0.0379
Si	-1.3454	2.8062	12.3223	-0.0541	-0.0188	0.0588
Si	1.1459	5.3762	12.0364	0.0492	0.1497	-0.0272
Si	9.4517	8.144	12.25	-0.0165	-0.0391	-0.0259
Si	1.4682	0.0071	12.3643	0	-0.006	-0.0836
Si	1.8304	3.8658	13.6737	-0.2015	-0.1504	-0.055
Si	-0.4712	5.6261	17.1538	0.0216	-0.0228	-0.0875
Si	3.0356	-1.318	13.6729	-0.1493	-0.0242	-0.0827
Si	5.1718	0.9655	13.5604	0.0639	0.0223	-0.1025
Si	0.4493	1.8374	13.5237	0.0317	0.0051	0.0016
Si	-0.5161	6.3329	13.3805	-0.031	-0.0788	-0.0253
Si	7.7128	-1.8087	13.5221	0.0312	-0.0508	-0.0797
Si	-2.2577	4.6578	13.5558	-0.003	-0.0059	-0.0867
Si	-1.3641	-2.4746	-9.9319	0.0051	-0.023	0.0293
Si	6.024	7.3691	13.4164	0.0408	0.0256	-0.1395
Si	7.7405	4.6386	15.7836	0.0393	-0.0089	-0.1041
Si	7.0135	4.6195	-9.3806	0.0266	-0.0077	-0.0288
Si	6.8973	5.0141	21.4494	0.0514	0.0008	-0.0502
Si	0.5325	5.4648	23.9631	-0.0178	0.0294	-0.021
Si	3.8895	2.3862	-4.3559	-0.0239	-0.008	0.0464
Si	5.6444	0.219	-11.0197	-0.0009	0.0644	-0.0136
Si	9.1856	3.7903	22.8112	-0.0399	-0.0278	-0.0323
Si	9.0506	3.7594	20.0723	0.0185	-0.0098	-0.0329
Si	2.8416	6.1005	-2.4768	0.0124	0.0812	0.1093
Si	1.6858	3.1636	-6.1122	-0.04	-0.0133	-0.0136
Si	8.0779	0.178	-2.702	-0.0147	0.0787	0.0769
Si	5.252	4.2268	-2.1602	0.05	-0.0106	0.1094
Si	0.6557	-0.3392	-9.3752	0.0302	0.0216	0.0914
Si	5.4859	6.7804	15.5875	0.0586	0.0571	-0.0934
Si	9.3909	-2.516	22.1021	0.0127	-0.0556	-0.0067
Si	0.3905	0.4276	-6.4281	-0.0037	0.0243	0.0322
Si	-3.2934	1.8013	-0.0224	0.019	0.0365	0.1516
Si	0.5151	-2.0465	-4.6413	0.0048	0.0386	-0.0004
Si	8.3868	-0.8822	15.6114	0.0069	0.0872	-0.0789
Si	4.8306	-2.0212	-7.2958	0.0156	-0.0021	0.0634
Si	0.2769	4.3242	-2.2227	-0.0323	0.0161	0.1313
Si	0.9133	0.5047	19.671	-0.0018	-0.0327	-0.062
Si	1.8033	1.5097	-2.3557	0.1066	-0.0058	0.1476
Si	-0.3535	2.6839	17.9577	-0.0117	-0.1073	-0.0773
Si	5.0087	0.3838	18.2687	-0.022	-0.0288	-0.0745
Si	5.6598	0.968	-6.5873	0.0029	-0.0025	0.0033
Si	0.8321	6.1865	15.2885	0.138	0.0632	0.0319
Si	0.4504	6.5642	-11.201	0.0469	-0.0767	-0.0417
Si	4.3569	-1.8878	22.1327	0.0221	0.0153	0.0076
Si	-0.3971	-0.4458	22.3091	0.0509	0.0631	0.0065
Si	3.3533	-1.7066	-9.9224	0.0312	-0.0348	0.0456
Si	2.357	6.505	21.7802	-0.032	0.0063	-0.0127
Si	8.9042	7.016	-5.2793	-0.0405	-0.0273	0.0561
Si	0.0625	0.7729	15.5583	0.0479	0.0532	-0.1834
Si	7.1974	6.6347	-2.6216	0.052	-0.0109	0.084
Si	7.3977	7.3746	-7.9083	-0.0203	-0.0017	0.0345
Si	6.6405	1.7734	16.1316	0.0099	-0.037	-0.1032
Si	2.1384	-0.6336	17.2784	-0.0428	0.0504	-0.0321
Si	0.8216	2.3528	-10.9448	0.0189	0.0587	0.019
Si	3.5348	8.0422	-4.6844	0.0109	0.0175	0.0381
Si	5.5157	-1.6232	-2.7148	-0.0406	0.0088	0.0736
Si	8.7185	1.2867	24.2316	0.0275	-0.0266	-0.0069
Si	-0.1051	6.3428	20.0055	-0.0532	0.0385	-0.0452
Si	6.8186	8.0416	20.7089	0.0414	0.0415	-0.0363
Si	1.8967	0.0867	24.4799	-0.0113	0.0075	-0.0237
Si	2.7107	6.1883	-10.6492	-0.0219	0.0127	0.0322
Si	4.0962	3.8426	22.1288	0.0086	-0.0187	0.0206
Si	3.7535	0.8878	20.9837	-0.028	-0.0384	-0.0632
Si	8.5891	1.5221	-5.4911	0.0064	0.0077	0.0373
Si	6.8158	-2.1972	17.7539	0.0028	0.0023	-0.106
Si	5.3908	2.2423	-8.5608	0.0008	-0.0348	0.0031
Si	2.6356	3.8909	-8.9153	-0.0157	0.0095	0.0083
Si	2.5693	7.8433	15.4599	-0.0243	0.0821	-0.1043
Si	-1.0558	4.1963	-4.8692	0.0372	-0.0154	0.0599
O	3.3989	3.474	13.4944	0.0573	0.0318	-0.067
O	4.9177	-2.1726	23.6391	0.0208	-0.018	-0.0083
O	3.8483	6.806	15.629	-0.0077	-0.0498	0.0331
O	0.1516	4.1563	17.5359	0.0061	-0.0204	0.0297
O	-1.0836	1.0851	-6.4751	-0.0123	0.0114	-0.0122
O	2.7632	1.5106	-1.074	-0.0041	0.01	-0.0958
O	8.1264	6.9912	-3.8767	0.0376	0.007	-0.0454
O	8.1873	6.6931	-1.3578	-0.0257	0.0165	-0.0408
O	3.0313	3.4498	-5.2482	0.0451	0.0237	0.0129
O	0.7419	0.3102	-2.2744	-0.0151	0.0064	-0.0466
O	9.2759	0.3714	23.0354	0.0019	-0.0002	0.0131
O	3.9457	2.9798	-8.6961	0.0274	-0.0228	0.0186
O	1.6113	4.7122	15.0563	-0.0356	0.06	0.0772
O	3.6895	2.3929	21.5508	-0.0113	0.0261	0.0075
O	1.3492	4.2715	24.6759	-0.0039	-0.0112	-0.0167
O	0.4085	-0.5218	-5.1364	0.0062	0.0121	-0.0078
O	8.822	5.4031	16.7575	-0.011	0.0308	0.0721
O	7.6202	0.511	15.9139	-0.0121	0.038	0.0428
O	7.0963	1.3207	24.2451	-0.0182	0.0121	0.0034
O	1.4698	6.4952	23.1422	0.0034	0.0123	0.0341
O	4.0751	3.6754	23.7305	-0.0002	0.0387	-0.0475
O	3.8712	5.0284	-1.8511	0.0122	-0.0474	-0.04
O	9.2143	2.9076	21.4448	0.0214	-0.0027	0.0132
O	4.4393	-0.8081	-10.7097	-0.0084	-0.0092	-0.029
O	5.979	-0.8854	18.1403	0.0025	0.0038	0.0257
O	0.4072	3.7391	-5.3447	0.0082	-0.0063	-0.0027
O	6.0575	7.7611	-2.4557	-0.0195	0.0047	0.0063
O	5.9171	7.7874	16.7729	-0.0205	0.0217	0.1326
O	5.9726	8.0816	-8.1158	-0.0063	-0.0078	-0.0198
O	3.9749	-0.3025	22.0778	-0.0153	0.0007	0.0087
O	2.6845	7.3026	-1.4087	0.0486	-0.0322	-0.0921
O	3.5401	0.0387	17.6912	0.0353	0.0239	0.047
O	1.8789	-1.0925	-10.0861	-0.0052	-0.0026	-0.0307
O	1.0573	-0.6079	18.4931	-0.0217	0.0074	0.0573
O	4.3232	-1.7065	-3.813	-0.0048	0.022	-0.0278
O	4.1502	-0.178	14.1908	0.0254	0.0084	0.0593
O	-0.9094	-0.5383	15.4418	0.0154	-0.0533	0.0193
O	2.8056	1.4302	-3.6181	0.0181	-0.0198	-0.0343
O	8.504	8.189	-8.7243	0.0112	0.0172	-0.0158
O	-0.9758	4.4373	-3.2609	-0.0362	0.002	-0.0382
O	8.167	-1.8193	16.9275	0.0174	-0.0542	0.0911
O	7.0707	-0.5484	-10.9329	0.024	-0.0155	0.0189
O	1.4416	6.5069	20.4427	0.0002	-0.0177	-0.0023
O	3.3377	7.6803	-10.5133	0.0052	-0.0015	0.0067
O	9.196	-0.7949	-2.0474	-0.0211	-0.0144	0.0151
O	-0.325	6.6553	18.4205	-0.0033	0.0188	0.0089
O	-0.9422	7.2999	20.9973	-0.0217	-0.0096	0.0174
O	0.6587	1.9453	18.9775	0.0171	0.0228	0.0224
O	6.6185	6.5848	21.3691	-0.0277	-0.0195	0.0142
O	3.4871	6.6536	-3.851	-0.0015	-0.0305	-0.0345
O	7.8118	7.4761	-6.3605	-0.0084	0.0055	-0.0017
O	0.7246	-0.4058	-7.7644	0.0129	-0.0341	-0.0265
O	1.5213	0.2312	16.047	0.0243	-0.0375	0.0569
O	0.6865	1.1783	-9.8703	-0.0161	-0.0212	0.0005
O	5.7613	4.8663	-10.3677	-0.0232	0.0167	0.0179
O	8.6982	3.1082	-5.2297	-0.0134	0.0242	-0.0109
O	5.6889	1.5774	17.42	-0.0125	0.0346	0.0286
O	1.7569	3.8436	-7.5679	-0.0021	0.0156	-0.0268
O	5.6119	1.3875	-9.921	-0.0058	-0.0091	0.0004
O	4.8843	3.1225	-3.3031	-0.0302	-0.0243	-0.0588
O	2.8907	1.3529	24.2797	-0.0095	0.0151	0.0175
O	6.4297	5.2061	-2.7427	0.0054	-0.0176	-0.0526
O	7.8388	4.6875	22.7292	0.0013	-0.0053	0.0434
O	7.7701	1.3391	-1.6041	-0.0016	-0.0592	-0.0855
O	9.048	7.6379	23.5186	0.0061	-0.0089	-0.0058
O	-0.5784	1.7695	16.6598	-0.0488	0.0273	0.1174
O	6.2746	5.373	15.8746	-0.0375	0.0065	0.0624
O	5.5627	4.1615	21.5833	-0.0325	-0.0143	0.0143
O	8.692	0.803	-4.049	0.0181	-0.0002	-0.0273
O	7.2193	1.1491	-6.2163	-0.003	-0.0045	-0.0189
O	0.3481	-2.1421	-3.037	0.0173	-0.0405	-0.055
O	2.3135	0.5732	20.3998	0.0383	0.0177	0.0247
O	7.9741	-2.018	21.4771	-0.0252	-0.0087	-0.0034
O	3.6436	-1.7131	-8.3346	-0.0309	-0.008	-0.0107
O	7.5071	3.1206	16.2984	-0.0221	-0.0083	0.0352
O	1.3827	5.435	-2.6792	-0.0038	-0.0063	-0.0566
O	-0.1911	0.0911	20.7765	-0.017	0.0101	0.0217
O	0.9778	-0.2004	23.1684	-0.0237	-0.0052	-0.0023
O	9.1276	2.8354	18.7652	-0.017	0.0073	0.0163
O	1.7871	3.4319	-10.2251	-0.0343	-0.0039	-0.0251
O	2.3791	-2.1653	16.8366	0.0024	-0.0671	0.0147
O	7.1569	7.9161	19.1309	0.0053	-0.0537	0.0405
O	4.8949	-1.0387	-1.3604	0.0025	-0.0179	-0.141
O	1.9977	-2.517	-5.0458	-0.028	0.0075	-0.01
O	3.19	5.1152	21.7194	-0.0125	0.0271	-0.0092
O	1.5227	1.5666	-6.2918	0.0194	-0.0114	-0.0006
O	5.742	1.8709	14.7927	-0.0078	-0.0122	0.0702
O	5.3849	-0.6186	-6.7345	-0.0111	-0.0014	-0.0202
O	4.8691	0.8216	19.8149	0.0153	0.0172	0.0494
O	-0.2325	7.25	-9.887	0.0115	-0.0097	0.0038
O	4.7781	1.4903	-5.3401	-0.0003	-0.0103	-0.0103
O	-0.6122	4.8183	20.1396	0.0278	-0.0321	0.0013
O	2.8225	-1.1895	24.7919	-0.0237	-0.0079	-0.0149
O	6.6033	3.3334	-8.4925	-0.0003	0.004	0.0169
O	7.2937	5.8484	-8.3906	-0.0101	-0.0103	0.0028
O	3.1985	7.8913	21.8191	-0.0115	-0.0198	-0.0008
O	9.4249	5.5412	-5.6398	0.0064	-0.0027	-0.0365
O	6.7477	-0.6492	-3.1258	-0.0187	-0.0072	-0.0206
O	5.4405	-2.0555	20.9555	-0.0046	-0.0132	-0.0065
O	7.642	4.5407	20.0906	-0.0462	0.0059	-0.0222
O	9.261	2.8018	24.0636	0.023	0.0183	0.0304
O	2.968	5.4425	-9.2184	0.0178	0.0466	-0.0225
O	-0.7288	-1.004	-9.8298	-0.0207	0.0067	-0.0333
O	0.9576	2.8717	-2.4022	-0.0416	0.0482	-0.0361
O	4.3259	7.9134	-6.0843	0.0117	-0.029	-0.0111
O	-0.4445	4.7893	22.8854	0.0218	0.0047	-0.0218
O	8.3382	4.3958	-10.2665	0.0066	0.0064	0.0269
O	-0.6849	7.9849	-5.3024	-0.003	-0.003	-0.0165

Results
free energy: -153710.298 eV
free energy less fixed offsets of O -570.45, Si -639.56 eV per atom: -5.058 eV

The program warned: the cutoff lies below the one the program advises for these potential files; the forces do not sum to zero within the program's tolerance; empty levels may hold ghost states of the PAW files; the exchange-correlation potential is rough where the density is thin.
